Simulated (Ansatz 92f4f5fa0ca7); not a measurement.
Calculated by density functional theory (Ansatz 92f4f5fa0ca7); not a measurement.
Periodic cell of 214 atoms, Si126O80As8, from a study of silicon, its oxide and their interface. The atomic structure is a simulated model.
Doubt: the cutoff is far below the 930 eV that the study's wrapper takes by default for these files, so forces and energies are approximate.
This geometry differs little from another in the collection (a relaxation step or a small displacement).

Settings
functional: PBE
potential files: Ansatz PAW
basis: plane waves
wave-function cutoff: 580 eV
density cutoff ratio: 5
exchange-correlation grid ratio: 1
k mesh: 1 x 1 x 1, Gamma-centred
self-consistency stop: 5e-08 eV per atom in the density residual
occupations: fixed
spin: none
net charge: 0

Cell vectors (angstrom)
a  10.938  0  0
b  0  10.938  0
c  0  0  31.8784

Atoms and the computed forces on them: element, x, y, z (angstrom), force x, y, z (eV/angstrom)
As  0.4421  -0.4333  24.2219  -0.0201  0.0092  0.0488
Si  5.8594  -0.3987  24.6004  -0.0066  0.047  -0.0627
Si  2.259  3.3414  24.3586  0.0426  -0.0055  -0.0826
As  7.7444  3.1753  24.2876  0.0093  -0.0083  0.0489
Si  0.3413  5.1041  24.4962  -0.0343  0.0466  -0.0317
As  5.8962  5.0318  24.2631  -0.0143  0.0217  0.028
As  2.289  8.6472  24.2678  0.0229  -0.0134  0.0235
Si  7.6383  8.787  24.4059  -0.052  0.0437  -0.0733
Si  1.3759  1.3916  25.618  0.102  0.0074  -0.0239
Si  6.8297  1.4387  25.7877  -0.0744  -0.0543  -0.0562
Si  4.0985  4.1572  25.72  -0.0086  -0.1013  -0.0336
Si  9.5117  4.0854  25.7645  0.0546  0.0919  -0.0687
Si  1.3516  6.8983  25.7426  -0.0875  -0.0404  -0.0352
Si  6.8284  6.8431  25.6632  0.0717  -0.0095  -0.032
Si  4.0266  9.5601  25.7766  0.0369  0.0705  -0.0552
Si  9.5717  9.6014  25.6608  0.0015  -0.0629  -0.0219
Si  2.7338  0.0744  27.0811  -0.1049  -0.0652  0.0078
Si  8.2417  0.0428  27.091  0.0371  0.0478  -0.0121
Si  -0.0213  2.6896  27.0703  -0.0709  -0.0472  0.027
Si  5.3989  2.739  27.1069  0.0758  0.0938  0.0003
Si  2.7497  5.5302  27.0998  0.0433  0.0699  -0.0013
Si  8.2131  5.5317  27.0864  -0.0788  -0.0823  0.0001
Si  -0.0705  8.2037  27.0841  0.0866  0.07  -0.0097
Si  5.4327  8.1625  27.0867  -0.0521  -0.0459  0.0018
Si  4.1018  1.3673  28.4602  -0.114  0.021  0.4177
Si  9.5708  1.3673  28.4602  0.199  -0.0336  0.4632
Si  1.3673  4.1018  28.4602  -0.0374  -0.0118  -0.4074
Si  6.8362  4.1018  28.4602  -0.1155  0.1991  -0.3533
Si  4.1018  6.8362  28.4602  0.0534  0.011  0.5893
Si  9.5708  6.8362  28.4602  -0.0461  0.0736  0.3586
Si  1.3673  9.5708  28.4602  -0.1768  0.2016  -0.4497
Si  6.8362  9.5708  28.4602  0.0004  0.0011  -0.4181
Si  0  0  29.8274  -0.0194  0.0049  0.0395
Si  5.469  0  29.8274  -0.0202  0.0092  -0.0331
Si  2.7345  2.7345  29.8274  0.0432  -0.0363  0.0093
Si  8.2035  2.7345  29.8274  0.0675  -0.0162  -0.0319
Si  0  5.469  29.8274  -0.0236  0.0052  -0.0288
Si  5.469  5.469  29.8274  -0.0151  -0.0023  0.0427
Si  2.7345  8.2035  29.8274  0.0821  -0.0197  -0.0229
Si  8.2035  8.2035  29.8274  0.036  -0.0452  0.0073
Si  1.3673  1.3673  31.1947  -0.0447  0.0051  0.0116
Si  6.8362  1.3673  31.1947  0.0016  -0.017  -0.02
Si  4.1018  4.1018  31.1947  -0.0131  0.0332  0.014
Si  9.5708  4.1018  31.1947  -0.0131  -0.0053  -0.0143
Si  1.3673  6.8362  31.1947  0.0129  0.0224  -0.0208
Si  6.8362  6.8362  31.1947  -0.0532  0.0195  0.0119
Si  4.1018  9.5708  31.1947  -0.0148  -0.0068  -0.0133
Si  9.5708  9.5708  31.1947  -0.0004  0.0515  0.017
Si  2.7345  0  0.6835  0.075  -0.0231  -0.0009
Si  8.2035  0  0.6835  -0.0123  0.0689  -0.0049
Si  0  2.7345  0.6835  -0.0541  0.0107  -0.0084
Si  5.469  2.7345  0.6835  0.0347  -0.0724  -0.0101
Si  2.7345  5.469  0.6835  0.0049  0.034  -0.0118
Si  8.2035  5.469  0.6835  0.0986  -0.0404  0.0002
Si  0  8.2035  0.6835  0.0484  -0.1269  -0.0114
Si  5.469  8.2035  0.6835  -0.0417  0.0208  -0.0065
Si  4.1018  1.3673  2.0507  -0.0075  0.0681  0.0052
Si  9.5708  1.3673  2.0507  0.0193  -0.0644  -0.0331
Si  1.3673  4.1018  2.0507  0.0297  0.0073  -0.0297
Si  6.8362  4.1018  2.0507  -0.0911  0.0087  -0.0419
Si  4.1018  6.8362  2.0507  -0.0137  -0.0366  -0.0117
Si  9.5708  6.8362  2.0507  -0.0158  0.1122  -0.0282
Si  1.3673  9.5708  2.0507  -0.0528  0.0805  -0.0405
Si  6.8362  9.5708  2.0507  -0.0415  -0.0604  -0.0197
Si  0  0  3.418  0.0069  0.019  -0.8748
Si  5.469  0  3.418  0.0428  -0.0654  0.5447
Si  2.7345  2.7345  3.418  0.2694  0.3074  -0.4188
Si  8.2035  2.7345  3.418  -0.0595  -0.0168  0.527
Si  0  5.469  3.418  0.1523  -0.0278  0.6732
Si  5.469  5.469  3.418  -0.1217  -0.2917  -0.4488
Si  2.7345  8.2035  3.418  0.0683  -0.164  0.483
Si  8.2035  8.2035  3.418  -0.0381  -0.3457  -0.5982
Si  1.3736  1.3534  4.6689  -0.0528  -0.0718  0.0034
Si  6.8515  1.345  4.861  -0.0435  -0.014  0.0241
Si  4.1213  4.098  4.7707  -0.0139  -0.0259  0.0035
Si  9.579  4.0829  4.8547  0.0166  0.0474  -0.0178
Si  1.407  6.8227  4.8814  0.0023  -0.0614  0.038
Si  6.8907  6.7581  4.7095  0.1581  0.0881  -0.0515
Si  4.1345  9.5216  4.8459  0.0122  0.0285  -0.0224
Si  9.5922  9.55  4.6746  0.0106  -0.0171  0.0016
Si  2.6218  -0.017  6.0648  0.0133  -0.0423  0.0398
Si  8.3228  -0.1083  6.0996  -0.0143  0.0359  0.1036
Si  0.0522  2.6169  6.1038  -0.0841  -0.0046  -0.0157
Si  5.4016  2.7084  6.213  0.0325  0.0231  0.0198
Si  2.867  5.4437  6.2791  0  0.1578  -0.0403
Si  8.1832  5.4869  6.2103  -0.057  -0.1085  0.0479
Si  -0.0737  8.268  6.1076  0.017  -0.021  0.0077
Si  5.6533  8.1099  6.1063  -0.0491  0.1126  0.0339
Si  3.4863  1.7666  7.3337  -0.0634  -0.0016  0.0135
As  10.0315  0.8852  7.548  -0.0212  0.0134  -0.0286
Si  1.8357  3.5735  7.3189  0.0887  0.0364  0.1793
Si  6.4815  4.362  7.5414  0.1585  0.0198  0.0954
Si  4.8025  6.3834  7.495  -0.1227  -0.1121  0.199
As  9.1681  7.2831  7.5611  0.0351  -0.0374  0.0138
As  0.9023  9.9908  7.5346  0.0339  -0.0485  0.0049
As  7.362  9.1082  7.5477  -0.0248  0.0429  -0.044
O  4.6062  7.1676  8.9697  0.0371  0.0049  -0.0905
O  7.0925  3.5636  8.9269  -0.0628  -0.0334  -0.0161
O  1.3991  3.8851  8.8894  0.0257  -0.0305  -0.0661
O  3.4984  1.2259  8.9189  0.0471  0.0038  0.0124
O  5.3275  11.1115  23.1342  0.0197  -0.0333  0.0145
O  7.8519  8.6556  22.7532  -0.0043  -0.0205  0.0378
O  -0.3737  5.8039  23.1492  0.0031  -0.0163  0.0239
O  2.8895  3.1055  22.829  -0.0348  0.0243  0.0365
Si  7.1892  -6.4945  12.3625  -0.0206  0.0224  -0.0023
Si  11.7477  -15.0345  19.4773  0.0072  -0.0149  0.0041
Si  -3.4257  1.1148  19.726  -0.0011  -0.0028  -0.0005
Si  4.6398  11.4828  15.3786  -0.0098  -0.0101  -0.013
Si  2.9427  0.3271  12.7657  -0.0156  0.0151  0.0235
Si  14.3267  2.9388  21.2883  0.0032  -0.0194  0.0924
Si  12.7285  -2.3358  11.5927  0.034  -0.0053  0.0365
Si  7.8882  7.9218  21.2947  -0.0106  0.0139  0.0893
Si  7.8181  0.4304  14.6213  0.014  0.0014  -0.013
Si  5.1565  11.1798  21.5319  -0.0014  0.0142  0.0871
Si  9.5975  3.2084  19.9842  -0.0041  -0.0014  -0.0064
Si  7.5909  -7.6844  15.3346  -0.002  0.0083  -0.0229
Si  -1.3601  -2.1987  14.9113  -0.008  -0.0025  -0.0149
Si  -3.1527  -3.3054  16.899  -0.0016  0.0045  -0.0094
Si  -3.9996  2.5111  10.194  -0.0565  0.0441  -0.1175
Si  3.2943  16.5024  16.7798  0.0019  -0.0021  -0.0046
Si  9.8677  5.6917  21.6835  0.0124  -0.0045  0.0601
Si  3.5572  -5.268  19.823  -0.0098  -0.0055  0.0002
Si  2.5783  5.8138  12.5018  0.0169  0.0019  -0.0063
Si  0.5236  -4.1114  16.4211  -0.0005  -0.0083  -0.0111
Si  3.1642  2.6233  17.006  -0.0107  0.0005  0.0044
Si  8.8376  0.6252  11.7596  0.0053  0.0175  0.0373
Si  1.3299  1.6911  19.3025  -0.0106  0.0204  -0.0002
Si  15.3029  8.3667  10.0391  0.0066  -0.078  -0.041
Si  9.7449  -2.2381  11.6995  0.002  -0.0035  0.0378
Si  -1.8565  9.5451  18.9288  -0.0021  0.0151  0.0029
Si  -5.8915  -3.5524  15.5177  0.0087  0.0037  -0.0315
Si  5.3788  6.8986  12.5857  -0.0009  -0.0341  -0.0004
Si  0.4641  13.1832  12.6821  0.0195  0.0032  0.0089
Si  0.3313  -6.0705  14.0934  0.0166  -0.0079  -0.0121
Si  3.8186  -1.5565  17.3217  -0.0041  -0.0052  -0.0022
Si  4.894  -2.5197  20.1907  0.0078  0.0105  0.0067
Si  -1.2351  -5.1553  11.5489  -0.0076  -0.0323  0.0132
Si  1.0366  -17.5243  10.3758  0.009  -0.0059  -0.069
Si  12.1479  9.672  18.8727  0.0079  0.0034  -0.0172
Si  4.5082  0.5143  9.9805  -0.0111  0.0681  -0.0211
Si  -2.763  4.7836  17.7994  0.0121  -0.0086  -0.0002
Si  5.9816  2.9116  17.7814  0.0121  -0.01  0.0011
O  0.6486  3.0672  11.2906  -0.0079  -0.0125  -0.0008
O  6.6166  0.3252  20.8164  0.0098  0.0037  -0.009
O  2.6274  -6.8386  16.5709  0.0011  -0.0036  0.0084
O  13.0472  -8.3247  20.3639  -0.0164  -0.0152  -0.0165
O  7.2638  3.926  13.8983  0.0045  -0.0117  0.0202
O  15.3251  12.5813  21.1786  -0.0002  -0.0069  -0.0227
O  4.6126  -2.1426  18.6216  -0.0043  0.0039  0.0004
O  8.949  8.6948  20.3148  0.0143  0.0111  -0.0232
O  10.9232  3.2699  13.8954  -0.0041  0.0039  0.0017
O  6.7251  15.186  18.3589  -0.0071  -0.0007  0.0049
O  -7.1733  1.9209  15.6598  0.0021  0.0025  0.0034
O  6.2077  2.9414  16.1568  -0.0049  -0.0005  0.0054
O  12.8723  12.8072  17.7811  0.006  0.0026  -0.0028
O  -2.5016  4.2856  16.2624  -0.0057  -0.0042  0.0061
O  2.7584  -2.5093  10.3033  -0.0196  0.0185  -0.0019
O  11.2203  -13.2001  11.02  -0.0104  0.0019  -0.0249
O  10.4576  5.776  13.001  -0.0044  0.0118  -0.0296
O  10.7258  2.1712  19.4534  0.0096  -0.0028  0.0106
O  4.4566  -1.1705  21.0368  -0.0131  -0.0111  -0.0097
O  2.1375  -4.2526  16.5436  -0.0042  0.0044  0.0045
O  -4.4916  8.0272  20.5318  0.0027  -0.009  -0.0031
O  12.8175  1.5302  13.0794  -0.0032  0.0043  0.0011
O  -2.0822  10.2115  15.1798  -0.0021  0.0003  0.0044
O  2.0007  7.3343  12.5895  -0.0041  0.0191  -0.0232
O  8.3161  12.6524  10.6476  0.0089  -0.0188  0.0047
O  6.3469  3.3673  11.4715  -0.0028  -0.0207  0.0018
O  -7.0439  -0.0161  14.0412  0.0126  0.0052  0.0126
O  -2.2789  11.0738  19.1794  0.007  -0.0123  0.0035
O  7.7671  11.4079  12.9859  -0.0031  -0.0057  0.0011
O  1.9277  5.6796  19.7011  -0.0075  0.0116  0.0021
O  -0.2586  6.5983  20.6367  0.0081  0.0194  -0.0238
O  13.0193  -1.0055  12.4555  -0.0063  -0.0018  -0.0123
O  -1.8901  7.2674  11.2984  -0.0012  0.0261  -0.0256
O  -0.2136  -5.5256  10.3319  -0.0078  0.0208  0.0099
O  9.8801  -2.2064  13.3238  -0.0062  0.0015  0.0005
O  21.201  1.1116  12.4048  -0.0142  -0.0089  -0.019
O  9.958  4.106  21.2947  -0.0129  -0.0167  -0.0089
O  1.4557  11.0478  19.7134  -0.0051  -0.0039  0.0106
O  -2.4424  -3.3146  15.4248  0.0044  0.0051  0.0015
O  -1.5817  4.2336  18.7473  -0.0128  0.0089  0.0018
O  2.3081  5.1173  11.0538  -0.0119  0.0137  0.005
O  -9.0104  4.9927  13.7434  -0.0119  -0.0003  0.0026
O  8.4103  -9.0812  15.1638  -0.0058  -0.0014  0.0122
O  -5.3983  -14.1862  14.0014  -0.0043  0.0031  0.0111
O  -4.7203  -3.3903  16.6075  -0.0024  0.0008  0.0133
O  4.0336  -5.2565  18.2485  -0.0011  -0.0002  -0.0007
O  -13.5183  -4.5769  21.5998  -0.009  -0.0139  -0.0158
O  3.9326  -2.4714  15.9779  -0.0073  -0.0013  0.0101
O  4.1763  5.8197  12.6787  -0.0191  0.0048  -0.0083
O  4.0156  4.3569  20.7079  0.0072  0.0194  -0.0107
O  4.3903  2.839  18.0794  0.0026  0.0029  0.011
O  10.9545  8.2403  15.7073  -0.0069  0.0017  0.0066
O  4.0765  -3.8955  20.5533  -0.0024  -0.0013  0.012
O  5.915  -9.6309  9.829  -0.0003  -0.0034  0.0461
O  -2.8035  -1.9716  17.7432  -0.0056  -0.0063  0.0042
O  12.4148  -2.6189  19.7465  -0.0055  0.0056  0.01
O  -2.3021  -6.38  11.6235  0.0227  0.0167  -0.0105
O  2.2332  -1.3178  17.6094  -0.0016  0.002  0.0094
O  15.3853  -5.0678  15.6585  -0.0075  0.0004  0.0155
O  -2.7245  6.3911  17.8429  0.005  0.0003  0.0113
O  14.8256  -10.2612  11.4786  0.0279  -0.0094  -0.0412
O  0.074  -4.172  18.0035  -0.004  0.0023  -0.002
O  10.6056  -1.3187  18.3685  -0.0109  -0.0052  0.001
O  -1.9475  -0.8966  11.1398  -0.0002  -0.0148  -0.0214
O  4.4863  10.7792  16.8503  0.0039  0.0078  -0.0007
O  8.2517  2.393  20.4056  -0.0003  0.0031  0.0081
O  6.6726  5.9765  12.3169  0.0037  0.0056  -0.0003
O  6.2468  11.2896  15.0804  -0.0048  -0.0013  0.0025
O  6.6356  1.585  18.4432  -0.0091  0.0085  0.0001
O  4.7947  -1.0585  9.5819  0.0157  0.02  0.0007
O  5.1762  8.0079  11.4162  0.0052  0.0174  -0.0036
O  -10.9311  5.5195  15.556  -0.0012  0.0079  0.0122

Results
free energy: -164449.460 eV
free energy less fixed offsets of As -4856.12, O -568.88, Si -635.61 eV per atom: -3.240 eV

The program warned: the cutoff lies below the one the program advises for these potential files; the exchange-correlation potential is rough where the density is thin.
